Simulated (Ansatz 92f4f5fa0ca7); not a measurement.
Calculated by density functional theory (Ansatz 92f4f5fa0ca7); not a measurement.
Periodic cell of 252 atoms, Si144O100N8, from a study of silicon, its oxide and their interface. The atomic structure is a simulated model.
This geometry differs little from another in the collection (a relaxation step or a small displacement).

Settings
functional: r2SCAN
potential files: Ansatz PAW
basis: plane waves
wave-function cutoff: 800 eV
density cutoff ratio: 5
exchange-correlation grid ratio: 1
k mesh: 1 x 1 x 1, shifted by 0.5 0.5 0 of a step
self-consistency stop: 1e-10 eV per atom in the density residual
occupations: fixed
spin: none
net charge: 0

Cell vectors (angstrom)
a	10.887	0	0
b	0	10.887	0
c	0	0	35.1919

Atoms: element, x, y, z (angstrom)
Si	-0.5812	0.4624	0.0504
Si	2.2701	2.8612	0.2755
Si	0.1371	5.1855	0.1683
Si	2.8009	7.9409	-0.5923
Si	5.6952	-0.2057	-0.1818
Si	8.1657	2.6744	0.4617
Si	5.9439	4.8418	0.2465
Si	7.7969	8.3909	0.2476
Si	1.12	1.3114	1.4983
Si	4.0805	3.9341	1.4044
Si	1.4302	6.8423	1.1538
Si	4.0535	9.3966	0.9888
Si	6.6924	1.2315	1.4703
Si	9.5407	4.1081	1.6244
Si	6.7656	6.6966	1.4923
Si	9.3995	9.6188	1.4029
Si	-0.0416	2.7124	2.9485
Si	2.6798	-0.1336	2.5365
Si	0.0148	8.1859	2.5767
Si	2.7515	5.4769	2.6427
Si	5.3646	2.6036	2.8196
Si	8.0876	-0.0221	2.8657
Si	5.3225	8.1368	2.6505
Si	8.1705	5.477	2.8931
Si	1.4123	4.1204	4.0956
Si	3.9946	1.2226	4.0623
Si	1.3482	9.4892	4.0068
Si	4.0336	6.8102	4.0823
Si	6.7606	4.0403	4.1221
Si	9.4478	1.3493	4.2104
Si	6.7214	9.4489	4.091
Si	9.5982	6.8552	4.0902
Si	0.0099	-0.0286	5.427
Si	2.7322	2.696	5.4233
Si	0.0382	5.4656	5.4569
Si	2.6765	8.1594	5.4331
Si	5.3984	-0.0536	5.458
Si	8.115	2.7262	5.5254
Si	5.4211	5.4475	5.4389
Si	8.1739	8.1652	5.4311
Si	1.3527	1.3637	6.7795
Si	4.0915	4.0608	6.8003
Si	1.374	6.8098	6.8349
Si	4.0441	9.4979	6.8099
Si	6.7602	1.3391	6.8312
Si	9.5405	4.0948	6.8026
Si	6.8346	6.7863	6.7815
Si	9.5231	9.5313	6.7983
Si	0.0188	2.7288	8.1524
Si	2.7244	0.0313	8.1481
Si	-0.0048	8.1744	8.1561
Si	2.7528	5.4394	8.1695
Si	5.4494	2.7334	8.1909
Si	8.1871	0.0232	8.1669
Si	5.4645	8.1579	8.1203
Si	8.1897	5.443	8.1603
Si	1.385	4.0803	9.5189
Si	4.0808	1.3846	9.537
Si	1.3546	9.5637	9.4805
Si	4.168	6.7823	9.5089
Si	6.8398	4.0938	9.5345
Si	9.5506	1.3985	9.5387
Si	6.7986	9.546	9.4768
Si	9.5556	6.7933	9.5123
Si	0.0343	0.031	10.8871
Si	2.7585	2.769	10.911
Si	0.0425	5.4414	10.8856
Si	2.7896	8.2154	10.7457
Si	5.488	0.0483	10.8701
Si	8.2132	2.78	10.9134
Si	5.5197	5.4432	10.9415
Si	8.1393	8.1485	10.7877
Si	1.4134	1.4076	12.2589
Si	4.1545	4.0954	12.3157
Si	1.5151	6.8288	12.089
Si	4.1136	9.5399	12.1562
Si	6.8343	1.4331	12.255
Si	9.5472	4.1505	12.3168
Si	6.8913	6.8424	12.2827
Si	9.4703	9.5066	12.097
Si	0.036	2.7644	13.6321
Si	2.8962	0.0765	13.5641
Si	0.0613	8.1619	13.286
Si	2.855	5.5906	13.5981
Si	5.5451	2.7809	13.7481
Si	8.1562	-0.033	13.5129
Si	5.4426	8.1996	13.5403
Si	8.2572	5.5683	13.769
Si	1.3298	4.3414	14.7957
Si	4.4215	1.1561	15.0627
Si	1.1838	9.7703	14.5149
Si	4.4318	6.7114	15.0636
Si	6.6672	4.4192	15.094
Si	9.7529	1.0714	14.7841
Si	6.5656	9.7382	14.8558
Si	10.0896	6.6404	14.8692
Si	0.4376	-3.6672	20.8593
Si	-3.6429	19.7119	17.6854
Si	10.4976	-5.3473	22.9323
Si	0.5771	11.6891	23.7728
Si	0.1888	-2.3007	16.8889
Si	4.5132	4.7718	19.0808
Si	-3.843	16.7782	26.9317
Si	7.5813	11.7789	26.9802
Si	1.3963	2.2015	28.7893
Si	7.4488	4.024	18.0882
Si	-6.8738	4.1328	28.6425
Si	11.5894	-9.5556	18.9678
Si	-3.7478	7.3198	21.5917
Si	-2.0613	-4.3779	19.2056
Si	24.0429	-4.4565	22.7643
Si	-9.0857	-1.6496	19.2372
Si	-6.358	11.1901	22.7214
Si	-0.0552	-8.078	21.455
Si	6.055	2.8496	23.4164
Si	15.1804	7.759	18.0491
Si	-3.5301	-11.4002	21.7343
Si	2.6439	2.7396	32.6483
Si	-5.8673	-5.5023	21.9994
Si	8.4033	0.8852	24.2004
Si	-1.7058	11.0422	17.5432
Si	2.759	-8.0441	17.1843
Si	-7.7162	0.4336	25.4295
Si	7.9556	23.5403	30.8723
Si	12.8353	-1.476	22.2584
Si	12.6621	10.3148	30.2246
Si	7.5053	5.5032	23.7985
Si	8.3657	10.1399	29.3638
Si	10.6902	3.0257	31.1313
Si	8.9124	5.4449	30.9084
Si	10.8872	9.5149	28.0908
Si	-2.2684	12.5435	19.864
Si	5.2449	11.9896	32.0292
Si	6.0436	3.9323	31.0515
Si	2.9969	9.4176	27.7515
Si	20.5244	7.0397	33.2979
Si	0.675	9.5548	32.994
Si	-6.3683	17.9471	28.5278
Si	-5.8868	24.3606	26.3609
Si	6.7924	3.212	28.4546
Si	15.0384	5.454	33.0033
Si	10.4574	1.0061	26.484
Si	4.5232	20.5433	30.0683
Si	30.7204	7.3891	28.559
O	-3.775	3.7661	34.9383
O	-1.6778	1.6474	34.8317
O	-3.3817	4.6568	31.0061
O	15.1571	0.071	24.3028
O	1.194	4.001	34.9719
O	-1.4894	2.118	31.5477
O	14.0003	20.5442	30.8614
O	3.3975	6.8637	33.4442
O	5.3696	0.4957	33.5502
O	19.7806	6.664	31.9385
O	20.8456	-0.5123	29.1252
O	10.6874	8.2115	33.0059
O	-2.6874	6.9797	27.1951
O	5.3455	5.4132	34.0637
O	10.8817	10.749	33.8413
O	6.7853	9.4801	34.7331
O	2.2027	3.8872	16.091
O	0.1664	5.3819	15.2635
O	10.1073	-3.4542	16.3076
O	5.5197	-0.0138	15.4806
O	1.4336	8.9542	15.9136
O	7.1904	8.7937	16.0559
O	8.1698	-2.3599	29.4544
O	16.2534	-0.1652	30.9633
O	-18.3036	7.8818	27.612
O	7.6378	11.427	20.5359
O	9.0797	1.1896	16.2854
N	5.4516	3.6344	29.4607
O	3.7637	12.6745	16.4348
O	1.4393	12.9498	17.717
O	-0.7464	-1.0327	17.1122
O	8.29	-3.1172	18.3309
O	11.7921	8.2891	18.2798
O	-7.5684	8.836	18.7908
O	16.4712	-4.0506	21.4797
O	0.7557	10.0987	31.4662
O	0.1534	10.9709	14.9139
O	0.8562	13.2926	20.1772
O	-2.9332	-4.5068	20.5615
O	4.0163	-3.3829	16.4493
O	5.8168	-11.3981	22.2198
O	11.6957	-0.6647	23.102
O	3.6962	5.6802	22.9265
O	-3.5687	3.8072	16.4761
O	5.5093	5.5311	15.5054
O	5.7235	6.5811	27.5667
O	2.7937	10.0036	26.2716
O	4.5083	4.5509	20.6948
O	15.0615	-0.6643	28.5696
O	-1.5884	-8.4661	21.1076
O	-11.4402	-3.9043	22.1563
O	-7.6914	-0.3882	22.0112
N	-15.4819	4.5158	22.8919
O	7.5481	13.0802	23.6482
O	21.663	4.3562	21.852
O	16.6644	-2.4713	18.2401
O	15.8692	-2.7978	29.7623
N	-11.8965	-9.8972	18.8703
O	11.6957	12.6426	27.3076
O	7.3908	4.5309	27.7319
O	1.5527	-0.0529	19.1045
O	-0.5339	5.7581	33.9814
O	6.0323	-6.3011	18.5837
O	9.076	12.4222	27.1435
O	1.7423	17.1627	21.2077
O	14.4353	3.6799	18.3402
O	8.3694	10.7078	22.9693
O	1.0694	5.7535	23.6893
O	5.0251	1.8858	22.5287
O	7.478	10.5913	28.0769
O	-2.985	13.3832	29.4067
N	1.5671	-1.3629	28.7032
O	-6.4229	3.9405	27.0821
O	-5.5694	-7.9477	24.843
O	-2.268	-5.7658	18.3859
O	-6.7831	6.3064	18.7479
O	-14.0138	10.3561	17.9854
N	-11.7028	11.9572	24.7544
O	-3.3479	-2.0442	21.2304
O	3.7561	-5.1863	29.0142
O	11.4512	12.8286	22.6487
O	12.0506	13.5949	31.9791
O	3.0203	4.2997	32.9434
O	-0.1594	10.2884	26.6774
O	-3.4091	17.8729	23.1407
O	3.8253	1.9329	31.8469
O	7.0112	5.5639	25.3433
O	12.7657	0.9791	29.7559
O	2.0722	20.0078	33.7152
O	11.0293	13.7476	29.5607
O	-3.3601	22.0917	25.4594
O	5.004	5.0402	31.6589
N	6.4733	2.2885	31.668
O	12.7346	11.9429	24.7492
N	12.1132	-2.0915	20.7934
O	-1.7472	16.9503	29.4414
O	13.5284	14.1497	28.801
O	7.7609	2.6472	18.8957
O	-7.0768	12.3878	26.4439
O	-0.5387	-2.8855	28.0439
O	9.1262	5.1332	23.736
O	8.4733	7.5763	34.235
O	10.1879	4.5451	31.3149
N	-4.4979	2.0832	27.2282
O	-8.4759	-2.8366	23.0588
O	18.8625	11.0323	30.6527
O	13.5327	2.0319	34.1024
O	21.2714	6.7175	19.6263

Results
free energy: -152234.994 eV
free energy less fixed offsets of N -386.36, O -570.45, Si -639.56 eV per atom: -2.474 eV

Forces (eV/angstrom), in the order of the atoms: element, x, y, z
Si	0.0009	-0.0008	-0.0052
Si	0.0004	-0.001	-0.0039
Si	0.0001	-0.0004	-0.003
Si	0.0001	-0.0009	-0.0063
Si	-0.0003	0.0007	-0.0047
Si	0	-0.0015	-0.0017
Si	-0.0005	-0.0011	-0.0052
Si	-0.0011	0.0011	-0.0043
Si	-0.0001	-0.0017	0.0019
Si	-0.0004	0	-0.0003
Si	0.0006	0.0009	0.0001
Si	-0.0013	-0.0003	-0.0007
Si	-0.0004	0.0012	-0.0014
Si	-0.0003	0.0007	0.0006
Si	0	-0.0013	0.0002
Si	0.0005	-0.0003	0.0004
Si	0.0005	-0.0006	0.0005
Si	0.0007	-0.0006	0.0003
Si	0.0005	0.0004	-0.0007
Si	0	-0.0001	0.0005
Si	0.0007	0.0007	0.0014
Si	0.0002	-0.0008	-0.0006
Si	-0.0006	-0.0003	0.0009
Si	-0.0007	0.0002	0.0002
Si	0.0001	0.0005	-0.0011
Si	0	0.0003	0.0006
Si	0	-0.0005	0.0011
Si	0.0001	0	0.0001
Si	0.0006	0.0003	0.0006
Si	0.0003	0.0008	0.0009
Si	0.0005	-0.0004	-0.0007
Si	-0.0001	0.0003	-0.0008
Si	0.0009	-0.0005	0
Si	0.0018	-0.0005	0
Si	-0.0001	0.0005	0.0007
Si	0.0002	0.0002	-0.0004
Si	-0.0002	0.0003	0.0005
Si	0.0001	0.0003	0.0012
Si	0.0004	0.0002	0.0003
Si	0.001	-0.0001	0.0002
Si	0.001	0	0
Si	0.0006	0.0003	0.0001
Si	0.0007	-0.0005	-0.0004
Si	0.0001	-0.0002	0.0007
Si	0.0002	-0.0004	0.0003
Si	0.0006	-0.0001	0.0001
Si	-0.0002	0.0004	-0.0001
Si	0.0005	-0.0004	-0.0001
Si	0.0006	0.0003	0
Si	0.0009	-0.0003	-0.0007
Si	0.0011	0.0005	-0.0011
Si	0.0004	0.0006	-0.0005
Si	0.0016	0.0001	0.0003
Si	0.0008	0.0005	-0.0004
Si	0.0006	0.0005	0.0005
Si	0.001	0.0002	0.0003
Si	0.0006	0.0006	0.0004
Si	0.0012	0.0001	0.0004
Si	0.0007	-0.0006	-0.0013
Si	0.0012	0.0001	0.001
Si	-0.0006	0.0006	0.0005
Si	0.0005	-0.0003	0.0005
Si	0.0012	-0.0003	-0.0008
Si	0	0.0003	0.001
Si	-0.0002	-0.0006	-0.0009
Si	0.0003	0	0.001
Si	0	0.0007	-0.0006
Si	0.0002	0.0002	0.0003
Si	-0.0003	-0.0003	-0.0014
Si	-0.0009	0.0005	0.0015
Si	0.0004	0.0002	0.0005
Si	-0.0002	-0.0005	-0.0014
Si	-0.0001	0.0001	0.0012
Si	0.0012	-0.0007	0.0016
Si	-0.0002	-0.0006	-0.0023
Si	0.0001	0.0007	-0.0001
Si	-0.0001	0.0008	0.0004
Si	0.0014	0.0013	0.0012
Si	0.0017	-0.0006	-0.0014
Si	-0.0001	0	-0.002
Si	-0.0003	0	0.0012
Si	0.0016	0.0003	0.0005
Si	-0.0007	0.0008	-0.0016
Si	-0.0002	0.0011	-0.0016
Si	0.0018	-0.0003	0.0001
Si	0.0011	-0.0003	-0.0006
Si	0.0013	-0.0003	0.0011
Si	0.0019	-0.0003	-0.0016
Si	0.0006	0.0004	0.0011
Si	0.0005	0.0005	0.0028
Si	0.0013	0.0022	0.0008
Si	0.0017	0.0009	0.003
Si	-0.0005	-0.0008	0.0011
Si	-0.0013	0.0008	0.0028
Si	0.0005	-0.001	0.0039
Si	0.0025	0.0008	0.0051
Si	0.0006	-0.0005	0.0035
Si	0.0016	-0.0005	0.0112
Si	-0.0005	0.0001	0.0021
Si	0.0005	0.0009	-0.0008
Si	0.0014	0.0013	0.005
Si	0.0009	0.0002	0.0076
Si	-0.0001	0.0015	0.0002
Si	-0.0001	0.0004	-0.0006
Si	0.0009	0.0007	-0.0022
Si	0.0007	0.0001	0.0004
Si	-0.0012	-0.0002	-0.0003
Si	0.0002	0.0007	0.004
Si	-0.0002	0.0006	0.0017
Si	0.0008	0.0005	0.0023
Si	-0.0001	0.0016	0.0009
Si	0.0007	0.0007	0.0036
Si	-0.001	0.0007	0.0012
Si	0.0009	-0.0007	0.0038
Si	-0.0004	0	0.0006
Si	0.0005	0.0008	0.0053
Si	0.0001	0.0005	0.0015
Si	-0.0018	-0.0009	-0.0042
Si	0.0005	-0.0003	0.0019
Si	0	0.0007	0.0018
Si	0.0012	0.0014	0.0041
Si	0.0001	-0.0002	0.005
Si	-0.0003	-0.0003	0.0009
Si	-0.001	0.0014	-0.0024
Si	0.0008	0.0014	0.0015
Si	0.0011	-0.0001	-0.0026
Si	0.0001	-0.0002	0.0002
Si	-0.0006	-0.002	-0.0013
Si	-0.002	-0.0004	-0.0052
Si	0.0013	-0.0026	-0.0039
Si	-0.0011	-0.0001	-0.0008
Si	0.0006	0.0003	0.0027
Si	-0.0001	-0.0009	-0.0041
Si	0.0002	-0.0002	-0.0038
Si	-0.0027	0.0004	-0.0017
Si	-0.0004	0.0004	-0.0057
Si	0.0001	-0.0009	-0.0048
Si	-0.0011	-0.0003	-0.0018
Si	-0.0021	-0.0015	0
Si	-0.0028	0.0004	-0.0005
Si	0.0008	-0.0022	-0.0058
Si	-0.0006	-0.0017	0.002
Si	-0.0013	-0.0004	-0.0027
Si	-0.0002	-0.0009	-0.0005
O	0.0004	-0.0002	0.0018
O	-0.0004	-0.0001	0.0001
O	-0.0005	0.0001	0.0018
O	0.0002	0	-0.0012
O	-0.0007	0.0002	0.0007
O	-0.0001	0.002	-0.0005
O	-0.0019	-0.0002	0.0017
O	-0.0012	-0.0001	0.0035
O	0.0003	-0.0021	0.004
O	0.0001	0.0002	0.0038
O	-0.0008	-0.0006	-0.0007
O	0.0012	-0.0006	0.0011
O	-0.0019	-0.0005	0
O	0.0008	-0.0012	0.0014
O	-0.0012	-0.0001	0.005
O	-0.0002	-0.0013	0.0028
O	-0.0011	0.0016	-0.0033
O	-0.0001	-0.0008	-0.0029
O	0.0025	-0.0008	-0.004
O	0.0006	0.0006	-0.0008
O	0.0016	-0.0003	-0.0045
O	-0.0004	0.001	-0.001
O	-0.0011	-0.0011	0.0035
O	0.001	0.0013	0.0011
O	-0.0026	0	0.0029
O	0.0009	0.0006	-0.0004
O	0.0012	0.0002	-0.0044
N	-0.0003	-0.0009	0.0003
O	0.0004	0.0004	-0.0013
O	0.001	0.0012	-0.0001
O	0.0006	-0.0004	-0.0054
O	0.0003	0.0001	-0.0032
O	-0.0007	-0.0008	-0.0021
O	0.0012	-0.0008	-0.0021
O	0.0001	0.0006	-0.0012
O	-0.0014	-0.0002	0.0039
O	0.0034	-0.001	0.0007
O	-0.0002	-0.0017	-0.0013
O	0.001	0.0007	-0.0014
O	0.0015	-0.0007	-0.0024
O	-0.0002	0.001	-0.0006
O	-0.0003	0.0017	-0.0007
O	0.0007	0.0007	0
O	0.0005	0.0013	-0.0046
O	0.0003	0.0007	0.0002
O	0	-0.0009	-0.0008
O	0.001	-0.0003	-0.0004
O	-0.0001	0.0007	-0.0004
O	-0.0006	-0.0014	0.0017
O	0.0005	-0.0001	-0.0008
O	0.0004	0.0006	-0.0005
O	0.0001	0.0004	-0.0006
N	-0.0005	0.0009	-0.0016
O	-0.0004	0.0003	-0.0014
O	0.0003	-0.0014	-0.0013
O	0.0007	0.0004	-0.0026
O	-0.0007	-0.0002	0.0007
N	0	-0.0002	-0.0022
O	-0.0009	-0.0013	0.0002
O	-0.001	0	0.0003
O	0.0005	0.0011	-0.0029
O	0.0006	-0.0015	0.0025
O	0.0011	-0.0003	-0.001
O	0.0005	-0.0004	-0.0009
O	-0.0001	0.0005	-0.0052
O	-0.0012	-0.0009	-0.0031
O	-0.0005	-0.0003	-0.0009
O	-0.0001	0.0011	0.0005
O	-0.0006	-0.0002	0.0008
O	-0.0011	-0.0003	-0.0002
O	-0.0001	0.0018	0.0025
N	-0.0014	-0.0003	0.0014
O	-0.0012	-0.0003	0.0007
O	-0.0004	0.0005	-0.0001
O	-0.0002	-0.0002	-0.0007
O	0.0014	0.0016	-0.0017
O	0.0015	-0.0005	-0.0022
N	0	0.0003	-0.0007
O	-0.0004	0.0002	-0.0008
O	-0.0008	-0.0001	-0.0007
O	-0.0011	0.0018	-0.0022
O	0.0014	-0.0007	0.003
O	-0.0022	-0.0044	0.0017
O	-0.0021	0.002	0.0019
O	0.0002	0.0005	-0.0013
O	-0.0022	0.0001	0.0032
O	0.0004	0.001	0.0008
O	-0.001	-0.0006	0
O	-0.0002	-0.0014	0.0012
O	-0.0015	-0.0021	0.0042
O	-0.0003	-0.0001	-0.0003
O	-0.0029	0.0014	0.0045
N	-0.0012	-0.0003	0.0023
O	-0.0012	-0.0001	-0.0008
N	-0.0001	0.0004	-0.0027
O	-0.0031	-0.0009	0.0043
O	-0.0006	0.0002	0.0014
O	0.0018	0.0003	-0.0029
O	-0.0003	-0.0012	0.0002
O	-0.0008	-0.0001	-0.0005
O	-0.0001	0.0006	-0.0001
O	0.0002	0.0008	0.0036
O	-0.0039	0.0006	-0.0005
N	-0.0012	0.0006	0.0002
O	-0.0005	0.0002	-0.0008
O	0	0.0019	0.0011
O	-0.0005	0.0009	0.0046
O	-0.0002	-0.0002	-0.0031

The program warned: the cutoff lies below the one the program advises for these potential files; empty levels may hold ghost states of the PAW files; the exchange-correlation potential is rough where the density is thin.
